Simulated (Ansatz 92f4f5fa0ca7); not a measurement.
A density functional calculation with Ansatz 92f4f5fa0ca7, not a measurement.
Periodic cell of 234 atoms, Si146O88, from a study of silicon, its oxide and their interface. The atomic structure is a simulated model.
Doubt: the cutoff is far below the 930 eV that the study's wrapper takes by default for these files, so forces and energies are approximate.
This geometry differs little from another in the collection (a relaxation step or a small displacement).

Settings
functional: PBE
potential files: Ansatz PAW
basis: plane waves
wave-function cutoff: 580 eV
density cutoff ratio: 5
exchange-correlation grid ratio: 1
k mesh: 1 x 1 x 1, Gamma-centred
self-consistency stop: 5e-08 eV per atom in the density residual
occupations: fixed
spin: none
net charge: 0

Cell vectors (angstrom)
a  11.6015  0  0
b  0  10.938  0
c  0  0  32.6811

Atoms and the computed forces on them: element, x, y, z (angstrom), force x, y, z (eV/angstrom)
Si  -0.003  0.1409  24.0074  -0.0034  0.0044  -0.0141
Si  3.8977  0.4358  23.455  0.0073  -0.0017  -0.0373
Si  7.7897  -0.2873  23.9435  0.0078  -0.0083  -0.0099
Si  1.8864  1.5046  24.0083  -0.005  0.0013  -0.0132
Si  6.0313  1.3239  23.8953  -0.0055  0.0108  -0.0077
Si  9.5633  1.2967  24.136  0.0009  0.0045  -0.005
Si  -0.0317  5.501  24.0916  -0.0007  -0.0022  -0.0061
Si  3.594  5.4388  24.1704  0.0024  -0.009  -0.0082
Si  7.6845  5.4795  24.1026  0.0032  -0.0024  -0.0014
Si  1.7843  6.9672  24.2208  -0.0037  0.0014  -0.0091
Si  5.6262  6.6144  23.9004  -0.0021  0.0004  -0.0135
Si  9.6086  6.8199  24.0311  0.0028  0.0064  -0.0103
Si  1.921  2.7707  25.9974  -0.0046  -0.0016  0.0121
Si  5.7914  2.6582  25.9153  0.0046  0.0062  0.0059
Si  9.6143  2.7022  26.0302  -0.0016  0.0022  0.0046
Si  -0.0555  4.0727  25.9687  0.005  -0.0009  0.0064
Si  3.8678  4.0759  26.0481  0.0026  -0.0076  0.0047
Si  7.6919  4.0683  25.993  -0.0065  0.0006  0.0049
Si  1.9711  8.4034  25.9959  0.0031  -0.0009  0.0075
Si  5.6994  8.1532  25.7789  -0.0004  0.0048  0.0074
Si  9.6956  8.1686  25.9585  -0.0026  0.0071  0.0032
Si  -0.0317  9.6188  25.8978  -0.0048  -0.0068  0.0089
Si  3.9073  9.7435  25.6127  -0.0047  -0.0014  0.0138
Si  7.7011  9.4159  25.9188  -0.0002  -0.0042  0.0067
Si  -0.0278  0.0131  27.8521  0.0027  -0.002  -0.0053
Si  3.8648  -0.0215  27.7541  0.0012  -0.0028  -0.0041
Si  7.6922  -0.0499  27.8176  -0.001  -0.0021  -0.0026
Si  1.9244  1.3378  27.8607  0.0017  0.0024  -0.0143
Si  5.7808  1.3385  27.8616  -0.001  0.0032  -0.0038
Si  9.6218  1.3172  27.9066  -0.0005  0.003  -0.0022
Si  0.0084  5.4872  27.8602  -0.0006  -0.0028  -0.0037
Si  3.8703  5.5028  27.9052  -0.0013  -0.0018  -0.0001
Si  7.6967  5.4919  27.8677  0.0011  0.0017  -0.0065
Si  1.9451  6.8788  27.8373  -0.0002  0.0008  -0.0037
Si  5.7684  6.8759  27.8125  0.0024  0.0041  -0.0038
Si  9.6649  6.8095  27.8741  -0.0006  0.0011  -0.0022
Si  1.9336  2.7345  29.7819  0.0327  -0.0605  -0.0087
Si  5.8008  2.7345  29.7819  0.0207  -0.0339  -0.0405
Si  9.6679  2.7345  29.7819  -0.1112  0.01  0.1295
Si  0  4.1018  29.7819  0.1028  -0.0012  -0.0199
Si  3.8672  4.1018  29.7819  -0.0237  -0.0358  0.2572
Si  7.7343  4.1018  29.7819  -0.0775  0.0792  0.0748
Si  1.9336  8.2035  29.7819  0.0179  0.0249  0.1461
Si  5.8008  8.2035  29.7819  -0.0077  0.0691  -0.0859
Si  9.6679  8.2035  29.7819  -0.0187  0.0113  0.0691
Si  0  9.5708  29.7819  -0.0018  -0.0734  -0.0879
Si  3.8672  9.5708  29.7819  -0.0052  -0.0415  -0.4567
Si  7.7343  9.5708  29.7819  -0.0677  -0.1297  -0.0226
Si  0  0  31.7155  0.0084  0.0757  0.0043
Si  3.8672  0  31.7155  0.001  0.1814  -0.0402
Si  7.7343  0  31.7155  -0.0007  0.1148  -0.0156
Si  1.9336  1.3673  31.7155  0.0085  -0.0143  -0.0027
Si  5.8008  1.3673  31.7155  -0.0036  -0.0085  -0.0066
Si  9.6679  1.3673  31.7155  0.0023  0.0081  0.071
Si  0  5.469  31.7155  -0.0048  0.0156  0.0266
Si  3.8672  5.469  31.7155  0.0044  0.0373  0.0661
Si  7.7343  5.469  31.7155  -0.0111  -0.0375  -0.012
Si  1.9336  6.8362  31.7155  0.0001  -0.0291  -0.0114
Si  5.8008  6.8362  31.7155  -0.0051  -0.0633  -0.0603
Si  9.6679  6.8362  31.7155  -0.0048  -0.0376  0.0013
Si  1.9336  2.7345  0.9679  -0.0006  0.0445  0.0009
Si  5.8008  2.7345  0.9679  -0.0025  0.0384  -0.0923
Si  9.6679  2.7345  0.9679  0.0162  0.0469  0.1442
Si  0  4.1018  0.9679  -0.004  0.0608  -0.011
Si  3.8672  4.1018  0.9679  0.0482  0.0398  0.2418
Si  7.7343  4.1018  0.9679  0.0053  0.0012  -0.3026
Si  1.9336  8.2035  0.9679  0.0265  -0.0853  -0.0635
Si  5.8008  8.2035  0.9679  0.0071  -0.0208  -0.1912
Si  9.6679  8.2035  0.9679  0.0274  0.0189  -0.0212
Si  0  9.5708  0.9679  0.0553  -0.0576  0.1229
Si  3.8672  9.5708  0.9679  -0.0397  -0.1198  0.1286
Si  7.7343  9.5708  0.9679  0.0148  -0.0613  0.2127
Si  0.0126  0.0109  2.9058  0.0006  -0.0047  0.0054
Si  3.8678  0.0066  2.9097  -0.001  -0.0046  0.0054
Si  7.751  0.0066  2.9238  0.0016  -0.0026  0.0089
Si  1.9476  1.3757  2.8989  0  0.003  0.005
Si  5.799  1.3384  2.8641  0.0026  0.0028  0.0052
Si  9.6908  1.3441  2.894  -0.0015  0.0052  0.0047
Si  0.0143  5.475  2.9055  -0.0001  -0.0029  0.0055
Si  3.8894  5.4524  2.9537  0  -0.0049  0.0047
Si  7.761  5.4737  2.8609  -0.0018  -0.0038  0.005
Si  1.9657  6.8295  2.9006  -0.0013  0.0035  0.0089
Si  5.8184  6.8432  2.8891  -0.001  0.0019  0.0039
Si  9.6751  6.8444  2.9035  0.0014  0.0051  0.0053
Si  1.9717  2.7067  4.8535  -0.0016  0.0022  -0.0098
Si  5.8276  2.6952  4.7713  -0.0055  0.0006  -0.0068
Si  9.7468  2.5884  4.8949  -0.0017  0  -0.0108
Si  -0.001  4.0502  4.8037  0.0027  0.0039  -0.0047
Si  3.9065  4.1096  4.9521  0.0027  -0.0016  -0.0075
Si  7.8116  3.9373  4.6484  0.0027  0.0013  -0.0042
Si  1.9483  8.3033  4.7531  0.0029  0.0011  -0.0098
Si  5.8347  8.3036  4.7541  0.007  0.0002  -0.0055
Si  9.6393  8.2342  4.8303  -0.0022  0.0029  -0.0083
Si  -0.0136  9.5541  4.8243  0.0011  0.0024  -0.0098
Si  3.8963  9.663  4.912  -0.0029  -0.0026  -0.0113
Si  7.7638  9.7096  4.956  -0.0003  0.0004  -0.0106
Si  0.116  -0.2486  6.8901  0.0007  -0.0017  0.0057
Si  3.9923  0.0928  6.9363  -0.0002  -0.0011  0.0108
Si  7.8429  0.1347  7.0768  -0.0003  -0.009  0.0044
Si  1.9266  1.2824  6.7863  -0.0029  0.0081  0.0047
Si  5.8658  1.55  6.8366  -0.0014  0.0083  -0.0002
Si  9.945  1.3154  6.9911  -0.0002  0.0037  0.0058
Si  -0.0471  5.4946  6.6776  -0.0052  -0.0043  -0.0001
Si  3.8141  5.7273  6.7765  0.0033  -0.0029  0.0026
Si  7.7743  5.3197  6.4679  -0.0035  -0.0023  0.0004
Si  1.8105  6.9088  6.5996  0.0006  0.0027  0.0066
Si  5.9556  6.8259  6.564  0.0032  0.0015  -0.0006
Si  9.5621  6.8055  6.7146  0.0067  -0.0004  0.0054
O  5.593  2.8765  7.8606  -0.0031  -0.0095  -0.0009
O  1.6609  7.6419  8.0852  0.0039  -0.0046  -0.0059
O  6.5153  7.8637  7.7478  -0.0072  -0.0019  0.0026
O  11.7286  4.6337  8.0839  -0.0017  0.0041  0.0024
O  7.8477  10.0145  8.3857  0.0008  0.0128  -0.0037
O  9.1922  7.6866  8.1071  0.0074  -0.0019  -0.0001
O  4.1644  10.1011  8.3051  -0.0002  0.0102  -0.0081
O  10.4886  2.2977  8.257  -0.0068  -0.0069  -0.0022
O  7.8609  4.3158  7.8233  0.0006  0.0022  -0.0001
O  3.5089  5.3482  8.4059  0.001  -0.0007  0.0042
O  0.1778  9.7843  8.3202  -0.0036  0.0076  -0.0049
O  1.6039  2.359  8.0254  0.0072  -0.0073  -0.0026
O  1.6003  7.855  22.8119  -0.0013  -0.0039  0.0101
O  1.4829  2.3121  22.5921  0.0046  -0.0061  0.001
O  6.5928  2.3698  22.7212  -0.0061  -0.0054  -0.005
O  3.508  8.3115  21.0688  -0.0002  0.0065  -0.0087
O  5.6088  7.314  22.3772  0.0076  -0.0007  0.0126
O  7.8918  9.7289  22.5248  -0.0062  0.0104  0.0063
O  3.0819  4.3343  23.0207  0.0064  0.0045  0.0013
O  9.6358  7.7258  22.6361  0.0032  -0.0081  0.0037
O  0.3773  4.7118  22.6656  -0.0021  0.0057  -0.0014
O  7.9373  4.6407  22.69  -0.0022  -0.0005  -0.0073
O  4.1053  10.4053  19.1891  -0.0023  0.0012  -0.0012
O  9.3226  2.328  22.8426  0  -0.0066  -0.0002
Si  1.009  8.6449  9.1801  -0.0043  -0.0053  -0.0002
Si  9.2876  10.1057  15.6295  0.0012  -0.0017  -0.0008
Si  5.5907  -8.6091  18.5429  -0.0001  0.0016  0.008
Si  6.5708  3.8845  8.7206  0.0054  0.0015  0.0047
Si  2.6245  5.4333  20.0231  0.0001  -0.0014  0.0053
Si  1.018  3.9154  15.9331  -0.0004  0.003  -0.0032
Si  1.9121  7.9805  21.2184  0.0008  -0.0047  0.0006
Si  -0.858  8.0274  11.5887  0.0003  0.0017  -0.0003
Si  11.883  3.1134  8.6347  0.0035  0.0046  0.0019
Si  1.7188  3.8742  22.2294  0.0006  -0.0011  -0.0035
Si  4.4697  -4.8521  9.5086  -0.0014  -0.0036  0.0007
Si  -0.899  3.6057  17.9379  0.0022  0.0003  -0.001
Si  9.2877  2.3972  12.837  -0.0007  0.0013  -0.0023
Si  -4.4864  8.6977  16.8864  -0.0001  0.0037  0.0014
Si  -1.3447  2.0566  15.6267  0.0036  -0.0001  0.0027
Si  3.4713  4.6183  14.5834  -0.0044  -0.0011  -0.0001
Si  11.4285  -0.7759  20.8863  0.0031  0.0047  0.0006
Si  7.1846  7.0345  19.3925  -0.0013  -0.0038  0.0045
Si  -6.9252  -0.3864  17.6609  0.0009  0.0002  0.0009
Si  0.0039  -1.6993  14.211  0  -0.0012  0.0027
Si  -1.026  10.9249  11.9827  0.0002  -0.0002  -0.0036
Si  15.4942  9.2599  9.6799  0.002  -0.0021  0.0012
Si  8.8437  8.7242  21.6129  -0.0002  -0.0052  -0.0013
Si  7.7869  8.3836  8.619  -0.0018  -0.0096  0.0014
Si  4.7221  -3.7117  21.0048  -0.0037  -0.0066  0.0021
Si  18.233  2.7291  11.5184  -0.0002  0.0011  -0.0049
Si  -4.5819  -1.5826  13.9927  0.0018  0.0032  0.0013
Si  13.6322  -0.16  16.0188  0.0018  -0.003  -0.0039
Si  0.9962  1.1991  18.8093  0.0024  0.0061  0.0049
Si  3.452  4.3122  17.3933  0.0039  -0.0029  0.004
Si  2.8036  1.7774  13.5636  0.0002  0.0014  0.0022
Si  7.9952  3.0772  22.2579  0.0025  0.003  -0.0085
Si  19.411  7.3502  11.6519  0.0016  0.0024  -0.0067
Si  5.0681  0.0365  12.1619  -0.0004  0.004  -0.001
Si  3.8095  11.6559  20.2074  0.0012  0.0061  -0.0027
Si  11.9768  2.4115  11.5688  0  -0.001  -0.001
Si  8.0478  3.9689  19.3393  0.0015  0.0008  0.0029
Si  5.2303  5.3631  12.1972  -0.0021  0.0003  -0.0008
O  1.6543  13.3218  12.5676  -0.0044  0.0012  -0.0016
O  5.7023  -0.8065  13.4204  -0.0026  0.0023  -0.0016
O  7.6252  -2.4633  12.7906  0.002  -0.003  -0.0032
O  12.2  3.2797  10.2231  -0.0008  0.0003  -0.0058
O  8.1571  10.4331  14.4793  -0.0014  0.0003  -0.001
O  7.0648  2.9928  9.9744  -0.0021  0.0039  -0.004
O  1.0104  -1.8265  20.5163  -0.0048  0.0007  -0.0084
O  7.4486  7.3969  17.8168  0.0003  -0.0032  0.0029
O  1.8035  -6.113  14.7833  0.0011  -0.0007  0.0004
O  3.741  0.2393  21.7793  -0.003  -0.0036  0.0329
O  2.0059  4.0518  20.6319  -0.0031  -0.0029  0.0003
O  9.4467  6.9892  11.6717  -0.0017  -0.0004  0.0035
O  0.2125  2.6344  18.6419  0.0011  -0.002  -0.004
O  7.5117  7.9942  10.1789  0  0.0038  -0.0038
O  6.7523  -2.5521  15.3041  0.0003  0.0005  -0.0023
O  8.0893  7.8407  20.4789  0.0028  0.0054  0.0003
O  7.0837  13.9299  18.4204  -0.0024  0.001  -0.0074
O  2.2442  0.961  14.8543  0.0016  0.002  -0.0021
O  5.3731  1.102  17.4715  0.0004  -0.0003  -0.0024
O  1.5692  -4.324  20.4004  -0.0014  0.0065  -0.0083
O  8.4662  -12.2408  16.955  0  -0.0016  -0.0032
O  10.1237  9.5289  11.3112  -0.0008  0.0004  0.0021
O  7.9412  -7.7979  12.379  -0.0024  0.0006  0.0016
O  6.1294  1.1881  11.6767  -0.0007  0.0001  0.0031
O  4.0483  5.7454  20.7851  0.0026  0.0012  -0.005
O  16.01  7.7212  9.4197  -0.0016  0.0031  0.004
O  16.3027  -0.9791  10.9253  -0.0026  -0.005  -0.0029
O  2.4086  12.3134  19.637  -0.0008  -0.0008  -0.0083
O  3.7171  0.7695  12.6759  0.004  -0.0033  -0.0005
O  4.1096  4.9764  16.0538  -0.0009  0.0003  0
O  9.7147  2.7193  16.9919  0.0001  0.0015  -0.0012
O  4.5742  3.5382  18.2161  -0.0008  0.002  -0.0069
O  1.2612  -1.4294  15.2494  -0.0002  0.0009  -0.0014
O  2.2566  3.3206  16.8539  0.0018  -0.0016  -0.0004
O  -4.2521  5.4227  19.5696  -0.0024  0.0047  -0.0076
O  10.2853  -2.0351  15.1286  0.0012  0.0019  -0.0024
O  -1.3582  0.4526  15.8881  0.0003  0.0022  -0.0017
O  0.1064  7.7968  10.2748  0.0051  0.0029  -0.0018
O  9.9178  -1.3481  20.7543  -0.004  -0.0019  -0.0089
O  1.2381  0.4464  17.3467  -0.0018  0.001  0.0013
O  5.9128  16.2575  9.2004  0.0022  -0.0033  -0.0018
O  8.1569  3.0557  20.6666  -0.0015  -0.0059  0.0117
O  0.0605  -0.4037  22.4487  -0.0004  0.0032  0.0138
O  11.633  8.0797  13.007  -0.0021  -0.0031  -0.0052
O  0.0062  0.8778  11.0829  0.0014  0.0005  0.0016
O  10.6854  14.0168  12.3365  0.0033  0.0003  0.002
O  9.2267  2.4379  14.4504  -0.0016  -0.0003  -0.0027
O  5.083  1.7644  20.0158  -0.001  -0.002  -0.0057
O  4.1311  5.793  11.0651  -0.0007  0.0027  -0.0038
O  9.6002  4.3156  18.8991  -0.0002  0.0005  -0.0067
O  5.4806  3.7653  11.9976  0.0028  -0.0008  0.0019
O  -0.2355  10.6447  13.3919  -0.0028  0.0036  -0.0036
O  0.1446  13.6178  15.2887  -0.0011  -0.0009  -0.0007
O  2.2809  9.2942  10.0029  0.0008  0.0001  0.0051
O  3.6636  3.0555  14.1244  0.0002  -0.0026  -0.0016
O  5.6586  7.4991  19.7191  -0.0001  0.0007  -0.0064
O  3.501  -0.652  16.5548  -0.0001  0.0001  -0.0015
O  2.8048  -5.5268  18.4091  -0.0014  0.0005  -0.0011
O  5.8292  -1.4947  17.5028  -0.0013  0.0005  -0.0031
O  4.3603  5.5648  13.5797  0.0042  0.0027  -0.0038
O  6.6753  -4.7562  12.0243  0.0014  0.0013  0.0014
O  9.2385  11.8134  12.2373  -0.0001  -0.002  0.0026
O  -0.0406  -6.2791  16.9722  -0.002  -0.0003  0.001
O  11.5594  0.3844  19.7691  -0.0015  -0.0081  -0.0045

Results
free energy: -142854.808 eV
free energy less fixed offsets of O -568.88, Si -635.61 eV per atom: 5.692 eV

The program warned: the cutoff lies below the one the program advises for these potential files; the exchange-correlation potential is rough where the density is thin.
